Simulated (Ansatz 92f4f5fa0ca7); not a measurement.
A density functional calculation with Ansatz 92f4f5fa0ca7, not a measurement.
Periodic cell of 406 atoms, Si266O140, from a study of silicon, its oxide and their interface. The atomic structure is a simulated model.
Doubt: the cutoff is far below the 930 eV that the study's wrapper takes by default for these files, so forces and energies are approximate.
This geometry differs little from another in the collection (a relaxation step or a small displacement).

Settings: functional PBE; potential files Ansatz PAW; basis plane waves; wave-function cutoff 580 eV; density cutoff ratio 5; exchange-correlation grid ratio 1; k mesh 1 x 1 x 1, Gamma-centred; self-consistency stop 5e-08 eV per atom in the density residual; occupations fixed; spin none; net charge 0.

Cell vectors (angstrom)
a	15.4687	0	0
b	0	12.8259	0
c	0	0	36.037

Atoms and the computed forces on them: element, x, y, z (angstrom), force x, y, z (eV/angstrom)
Si	-0.002	1.16	33.361	-0.001	0.003	0.005
Si	3.868	1.157	33.376	-0.001	0.001	0.003
Si	7.72	1.155	33.358	-0.002	0.002	0.003
Si	11.562	1.157	33.382	0	-0.001	0.002
Si	1.932	7.571	33.364	0	0.003	0.002
Si	5.781	7.571	33.367	-0.001	0.004	0.003
Si	9.66	7.571	33.369	0.002	0.001	0.002
Si	13.505	7.571	33.369	0.002	0.004	0.004
Si	1.934	5.247	33.77	-0.025	-0.127	-0.176
Si	5.801	5.247	33.77	-0.061	-0.147	-0.053
Si	9.668	5.247	33.77	-0.061	-0.16	-0.114
Si	13.535	5.247	33.77	-0.044	-0.101	-0.098
Si	0	11.66	33.77	-0.014	-0.047	0.153
Si	3.867	11.66	33.77	0.06	-0.189	-0.019
Si	7.734	11.66	33.77	-0.029	-0.104	0.042
Si	11.602	11.66	33.77	-0.087	-0.172	-0.008
Si	0	4.664	35.007	0.015	-0.04	-0.051
Si	3.867	4.664	35.007	0.036	-0.037	-0.045
Si	7.734	4.664	35.007	0.002	-0.033	-0.03
Si	11.602	4.664	35.007	0.013	-0.045	-0.05
Si	1.934	11.077	35.007	0.02	-0.006	-0.026
Si	5.801	11.077	35.007	0.012	-0.006	-0.011
Si	9.668	11.077	35.007	0.003	0.001	-0.017
Si	13.535	11.077	35.007	0.012	-0.01	-0.019
Si	0	2.332	35.419	0.025	-0.013	0.039
Si	3.867	2.332	35.419	0.012	0.002	0.109
Si	7.734	2.332	35.419	-0.017	-0.02	-0.016
Si	11.602	2.332	35.419	-0.135	0.014	0.153
Si	1.934	8.745	35.419	0.026	-0.007	0.028
Si	5.801	8.745	35.419	-0.052	0.003	0.063
Si	9.668	8.745	35.419	0.017	0.003	0.067
Si	13.535	8.745	35.419	-0.082	0.004	0.07
Si	1.934	1.749	0.619	0.034	0.007	-0.006
Si	5.801	1.749	0.619	0.023	-0.003	-0.005
Si	9.668	1.749	0.619	0.019	0.029	0.011
Si	13.535	1.749	0.619	-0.007	-0.027	-0.032
Si	0	8.162	0.619	0.029	0.007	-0.038
Si	3.867	8.162	0.619	-0.008	0.003	-0.001
Si	7.734	8.162	0.619	0.002	-0.008	-0.024
Si	11.602	8.162	0.619	-0.001	0.021	0.01
Si	0	5.83	1.031	-0.009	0.036	0.046
Si	3.867	5.83	1.031	-0.035	0.021	0.032
Si	7.734	5.83	1.031	0.006	0.017	0.014
Si	11.602	5.83	1.031	-0.012	0.006	0.01
Si	1.934	12.243	1.031	-0.011	-0.031	-0.019
Si	5.801	12.243	1.031	-0.01	0	0.018
Si	9.668	12.243	1.031	-0.002	-0.048	-0.037
Si	13.535	12.243	1.031	-0.016	0.027	0.047
Si	1.934	5.247	2.268	0.094	0.023	0.051
Si	5.801	5.247	2.268	0.043	0.04	0.173
Si	9.668	5.247	2.268	-0.023	-0.008	-0.097
Si	13.535	5.247	2.268	-0.015	-0.005	-0.029
Si	0	11.66	2.268	0.139	-0.014	-0.202
Si	3.867	11.66	2.268	0.045	0.008	-0.058
Si	7.734	11.66	2.268	0.09	0.01	-0.041
Si	11.602	11.66	2.268	-0.153	-0.016	-0.143
Si	1.934	2.915	2.68	-0.037	0.005	0.015
Si	5.801	2.915	2.68	-0.023	0.037	0.033
Si	9.668	2.915	2.68	-0.025	0	0.01
Si	13.535	2.915	2.68	-0.001	0.033	0.044
Si	0	9.328	2.68	-0.022	-0.044	-0.01
Si	3.867	9.328	2.68	0.004	0.048	0.067
Si	7.734	9.328	2.68	-0.004	0.009	0.002
Si	11.602	9.328	2.68	-0.004	0.031	0.04
Si	-0.295	-0.151	27.193	0.008	-0.025	0.005
Si	4.211	-0.257	26.779	0.008	-0.011	-0.003
Si	7.39	-0.009	26.741	-0.014	-0.012	-0.009
Si	12.015	-0.259	26.934	0.015	-0.011	-0.009
Si	1.49	6.356	26.901	-0.001	-0.02	0.03
Si	6.115	6.277	26.805	0.001	-0.02	0
Si	9.266	6.345	26.814	-0.004	-0.017	0.016
Si	13.797	6.339	26.771	0.003	-0.014	0.009
Si	1.877	4.029	27.125	0.001	0.027	-0.009
Si	5.753	3.924	26.98	-0.015	0.027	-0.003
Si	9.56	4.002	27.164	0	0.025	-0.01
Si	13.429	3.992	27.012	-0.012	0.016	-0.006
Si	0.023	10.354	27.289	-0.001	0.031	-0.001
Si	3.912	10.264	27.274	0.005	0.021	-0.004
Si	7.775	10.46	26.985	0.006	0.014	0.01
Si	11.651	10.26	27.311	-0.003	0.017	0.01
Si	-0.088	3.406	28.321	0.002	-0.021	0.014
Si	3.84	3.437	28.315	0.005	-0.011	-0.002
Si	7.633	3.405	28.383	0.004	-0.013	0.013
Si	11.544	3.46	28.349	0.003	-0.006	-0.003
Si	1.953	9.839	28.513	0	-0.013	0
Si	5.914	9.792	28.39	0.001	-0.006	0.008
Si	9.616	9.869	28.401	-0.003	0	-0.003
Si	13.579	9.728	28.52	0.004	-0.011	0.02
Si	-0.067	1.162	29.067	-0.004	0.007	0
Si	3.836	1.085	28.747	-0.005	0.008	0.001
Si	7.677	1.09	28.832	0.004	0.004	0.012
Si	11.56	1.117	28.821	0.008	0.003	0.011
Si	1.876	7.519	28.919	0.005	0.001	-0.005
Si	5.841	7.463	28.855	-0.001	0	0.013
Si	9.582	7.532	28.849	0.004	0	0
Si	13.519	7.418	28.883	-0.004	0.005	0.007
Si	1.95	0.553	30.096	-0.001	0.012	-0.001
Si	5.746	0.536	30.061	0.002	0.011	0.002
Si	9.628	0.535	30.044	-0.01	0.011	-0.005
Si	13.439	0.558	30.176	0	-0.006	-0.005
Si	-0.033	6.916	30.155	-0.004	0.011	0.008
Si	3.863	6.916	30.043	-0.002	0.021	-0.006
Si	7.717	6.928	30.147	-0.003	0.014	-0.001
Si	11.538	6.922	30.049	0.002	0.017	-0.008
Si	-0.022	4.582	30.429	0	0.004	-0.01
Si	3.866	4.587	30.421	0.003	-0.011	0.009
Si	7.697	4.595	30.463	-0.002	-0.006	-0.002
Si	11.566	4.599	30.446	0	-0.008	0.007
Si	1.924	11.057	30.525	-0.004	-0.007	0.004
Si	5.806	11.024	30.443	0.001	-0.008	-0.009
Si	9.635	11.041	30.465	0.002	-0.006	0.001
Si	13.523	11.033	30.51	-0.002	0.008	-0.015
Si	1.926	4.049	31.685	0.001	-0.004	0.004
Si	5.777	4.041	31.711	-0.002	-0.002	0
Si	9.642	4.036	31.702	0.005	-0.005	0.002
Si	13.513	4.054	31.698	-0.003	-0.005	0.008
Si	-0.013	10.467	31.739	0.004	-0.003	0.002
Si	3.877	10.458	31.708	-0.001	-0.004	0.002
Si	7.718	10.475	31.718	-0.003	0	0.005
Si	11.574	10.458	31.71	-0.001	-0.007	0.001
Si	1.95	1.732	32.14	0.002	-0.002	-0.002
Si	5.782	1.71	32.122	0.002	-0.003	-0.006
Si	9.644	1.712	32.11	-0.001	0.002	-0.002
Si	13.492	1.738	32.192	0.001	0.005	0
Si	-0.023	8.136	32.167	0	-0.005	-0.005
Si	3.858	8.119	32.1	0.001	-0.002	-0.001
Si	7.719	8.145	32.161	0	-0.004	-0.003
Si	11.577	8.123	32.105	-0.004	-0.002	0
Si	0	2.332	3.917	0.12	0.158	-0.141
Si	3.867	2.332	3.917	0.146	0.151	0.098
Si	7.734	2.332	3.917	0.111	0.211	0.184
Si	11.602	2.332	3.917	-0.126	0.135	0.01
Si	1.934	8.745	3.917	-0.052	0.179	0.152
Si	5.801	8.745	3.917	0.073	0.062	0.014
Si	9.668	8.745	3.917	-0.089	0.244	0.034
Si	13.535	8.745	3.917	0.104	-0.042	-0.314
Si	1.965	6.424	4.335	0.006	0.004	0
Si	5.824	6.425	4.356	-0.001	-0.003	-0.003
Si	9.669	6.424	4.313	-0.005	0	-0.005
Si	13.532	6.422	4.323	-0.002	-0.002	-0.002
Si	0.041	12.833	4.301	0	-0.004	-0.005
Si	3.897	12.831	4.321	0	0	0
Si	7.759	12.834	4.323	0.001	-0.002	-0.002
Si	11.573	12.837	4.305	0.003	-0.004	-0.004
Si	0.013	5.881	5.539	-0.004	0.004	0.012
Si	3.896	5.872	5.618	-0.003	0.001	-0.003
Si	7.779	5.875	5.603	-0.002	0.007	0
Si	11.584	5.846	5.543	0.003	0.006	0.007
Si	1.971	12.275	5.56	0	0	-0.001
Si	5.84	12.256	5.548	0.001	0	0.003
Si	9.669	12.305	5.617	-0.004	-0.004	-0.004
Si	13.542	12.241	5.424	-0.002	0.01	0.015
Si	0.044	3.549	5.944	0.005	0.003	0.004
Si	3.922	3.54	5.983	-0.017	0.007	-0.001
Si	7.78	3.536	6.003	0.005	0.004	-0.004
Si	11.583	3.534	5.975	-0.003	0.004	0.003
Si	1.925	9.947	6.001	0.006	0.005	-0.003
Si	5.819	9.923	5.977	0.003	0.005	-0.007
Si	9.65	9.961	5.978	0.01	0.004	-0.008
Si	13.555	9.936	5.922	-0.002	-0.002	-0.003
Si	1.979	2.996	7.2	-0.001	0.015	-0.019
Si	5.858	2.971	7.25	0.006	-0.015	0.017
Si	9.692	3.014	7.326	0.001	-0.002	-0.008
Si	13.56	2.967	7.11	0.003	0.006	0.019
Si	-0.04	9.445	7.259	-0.008	0.004	0.015
Si	3.88	9.347	7.202	-0.003	0.002	-0.002
Si	7.738	9.385	7.266	0	-0.01	-0.004
Si	11.626	9.323	7.093	0	-0.009	0.001
Si	0.034	7.104	7.57	0.015	0.002	-0.012
Si	3.918	7.045	7.71	-0.001	-0.006	0
Si	7.859	7.046	7.686	0.003	0.001	-0.005
Si	11.572	7.016	7.596	0.014	0.001	0.004
Si	2.01	13.489	7.594	0.001	-0.02	0.011
Si	5.873	13.464	7.576	0.006	0.004	-0.011
Si	9.689	13.507	7.698	0.001	-0.004	0.005
Si	13.552	13.465	7.391	-0.006	-0.023	-0.018
Si	1.908	6.552	8.893	0.002	-0.016	-0.018
Si	5.934	6.437	8.873	0.008	0	0.03
Si	9.763	6.515	9.077	0.002	-0.003	0.004
Si	13.552	6.477	8.703	-0.054	-0.037	-0.022
Si	-0.019	12.969	8.645	0.002	0.001	0.009
Si	3.961	12.834	8.78	-0.011	0.002	0.007
Si	7.734	12.979	8.948	0.013	-0.009	-0.012
Si	11.72	12.896	8.732	0.002	0.006	0.004
Si	1.991	4.181	9.257	-0.016	0.013	0.014
Si	5.949	4.144	9.346	-0.003	0.013	-0.019
Si	9.738	4.136	9.482	-0.014	0.006	0.016
Si	13.638	4.199	9.119	0.007	0.028	-0.026
Si	-0.166	10.735	9.301	0.008	0.008	-0.021
Si	3.878	10.518	9.244	0.005	0.005	0.007
Si	7.673	10.646	9.307	-0.014	0.012	-0.003
Si	11.659	10.528	9.076	-0.001	0.004	-0.007
Si	0.039	3.575	10.424	-0.009	-0.05	-0.01
Si	3.947	3.555	10.427	0.012	-0.028	0.01
Si	7.795	3.607	10.82	0.034	-0.024	-0.022
Si	11.842	3.636	10.504	-0.001	-0.018	-0.002
Si	1.838	10.225	10.418	-0.009	-0.02	-0.013
Si	5.779	9.861	10.533	0.002	-0.027	-0.003
Si	9.733	10.166	10.322	0.019	-0.012	0.02
Si	13.322	10.289	10.729	-0.021	-0.023	0.004
Si	-0.559	1.314	10.59	0.001	0.036	-0.023
Si	4.188	1.238	10.761	-0.001	0.018	-0.012
Si	7.351	1.249	11.074	-0.004	0.009	0.03
Si	12.45	1.347	10.61	0.007	0.003	-0.02
Si	1.601	7.899	10.865	-0.002	0.022	0.02
Si	6.346	7.6	10.887	0.003	0.013	-0.04
Si	9.539	7.924	11.109	-0.013	0.016	-0.02
Si	13.949	8.121	11.375	-0.009	0.018	0.024
O	13.34	19.969	10.217	0.008	0.001	-0.002
O	2.967	13.65	11.793	-0.012	-0.012	0
O	5.779	0.051	26.343	0.003	-0.002	0.009
O	13.616	0.038	26.673	-0.023	0.003	0.004
O	0.084	7.788	11.531	0.008	-0.004	-0.009
O	7.928	7.589	11.445	-0.003	-0.002	0.003
O	5.044	6.914	25.735	-0.01	0.003	0.008
O	-0.076	6.545	26.401	-0.004	0.004	-0.004
O	7.813	4.513	12.248	-0.002	0.02	0.043
O	1.767	11.241	11.737	0.007	0.012	0.016
O	10.063	11.362	11.441	0.032	0.018	0.018
O	12.639	11.095	12.092	-0.023	0.015	0.002
O	13.222	7.816	12.793	-0.015	0	-0.003
O	5.396	6.981	12.093	-0.029	0.003	0.018
O	10.518	7.728	12.457	0.028	-0.004	0.019
O	3.894	4.255	11.93	-0.006	0.004	0.026
O	8.295	13.426	12.256	0.005	-0.004	0.001
O	5.574	10.371	12.111	-0.015	0.003	0.024
O	0.238	13.436	11.867	0.02	-0.028	0.02
O	15.532	4.268	11.943	0.009	0.022	0.043
O	12.093	4.432	11.961	-0.007	0.012	0.022
O	5.723	13.829	11.409	-0.007	-0.003	-0.005
O	2.677	7.204	11.892	0.025	-0.013	0.002
O	1.656	12.809	13.912	0.007	-0.006	0.009
O	12.936	7.052	25.554	-0.007	0.006	-0.001
O	3.318	0.129	25.453	-0.019	0	0.001
O	8.22	0.809	25.57	0.01	0.015	0.002
O	2.388	7.004	25.696	0.012	0.011	-0.005
O	7.802	9.666	25.518	-0.001	-0.017	-0.022
O	2.052	3.371	25.603	-0.004	-0.012	-0.016
O	10.293	6.975	25.692	0.015	0.01	0.002
O	3.803	9.303	25.916	-0.001	-0.007	0.002
O	7.686	6.551	26.301	0.002	0.003	-0.002
O	9.544	3.165	25.727	-0.005	-0.016	-0.006
O	5.667	3.062	25.531	0.007	-0.009	-0.017
O	11.227	0.17	25.563	-0.004	0.005	-0.011
O	0.797	0.531	26.164	0.017	-0.003	-0.016
O	-3.874	-3.476	25.92	-0.003	-0.005	-0.011
O	0.087	9.705	25.734	0.002	0.002	-0.017
O	13.223	3.194	25.547	0.005	-0.014	-0.011
Si	9.455	8.74	17.636	0.004	-0.005	0.004
Si	13.79	-0.193	23.33	0	0.002	-0.005
Si	7.817	2.193	15.624	0.022	0.021	0
Si	6.079	2.935	23.939	0.01	-0.001	0.001
Si	14.721	11.942	20.503	0	0.002	-0.005
Si	13.184	2.926	21.267	-0.001	-0.003	-0.009
Si	11.93	9.689	16.103	-0.002	-0.004	0.003
Si	2.93	3.39	21.507	-0.002	-0.002	-0.012
Si	16.129	12.632	17.968	-0.001	0.001	0.002
Si	0.386	4.034	13.521	0.017	0.011	-0.005
Si	5.547	6.04	17.062	0.003	-0.002	0.008
Si	13.279	12.65	16.449	-0.004	-0.001	0.007
Si	5.121	-0.453	19.351	0	-0.002	-0.007
Si	7.652	9.23	23.95	-0.001	0.004	-0.001
Si	11.273	12.031	12.324	-0.008	-0.01	-0.017
Si	11.569	7.883	25.211	-0.003	-0.007	-0.009
Si	9.295	0.097	19.775	-0.003	-0.006	0.004
Si	0.562	7.064	19.55	-0.001	0.001	-0.001
Si	4.979	3.098	15.896	-0.002	0.004	0.014
Si	10.206	8.389	22.599	0.006	-0.004	-0.005
Si	12.411	13.196	19.392	0	0.001	-0.002
Si	2.571	7.253	17.262	0	-0.003	0.007
Si	1.783	0.17	24.915	0.003	0.003	-0.002
Si	11.625	4.376	19.171	0.006	0.003	-0.004
Si	5.394	5.142	21.83	0.008	-0.003	-0.013
Si	18.163	-0.939	14.761	-0.001	0.002	-0.001
Si	7.958	7.302	15.481	0.005	-0.008	0.006
Si	3.74	7.796	25.298	-0.001	-0.002	-0.002
Si	1.468	2.991	24.131	-0.007	-0.002	0.002
Si	1.667	12.781	12.284	-0.01	0.004	-0.003
Si	11.64	4.547	13.531	-0.008	0.015	-0.001
Si	0.852	9.521	21.526	0	0	-0.005
Si	7.342	5.364	19.51	0.001	-0.005	-0.004
Si	0.131	10.459	24.286	0.005	-0.004	0.006
Si	8.509	4.651	13.738	-0.017	-0.005	0.007
Si	3.278	0.954	17.144	0.002	-0.001	0.009
Si	15.617	6.109	15.747	-0.002	-0.008	0.012
Si	10.855	12.98	23.983	-0.006	0.002	0.002
Si	3.973	7.19	12.878	0.006	0.008	-0.001
Si	13.631	2.45	14.986	-0.004	0.002	0.013
Si	14.414	8.335	17.149	-0.006	-0.004	0.009
Si	-1.54	2.664	24.172	0	0.008	0
Si	-1.176	3.961	17.591	0.002	0.005	0.004
Si	4.996	8.167	22.742	-0.001	-0.001	-0.004
Si	8.862	2.075	24.732	-0.011	0.001	-0.002
Si	1.493	10.055	16.834	0.003	-0.001	0.008
Si	8.8	12.693	13.639	0.003	0.005	-0.011
Si	9.014	2.817	18.503	-0.005	0.003	-0.009
Si	7.391	10.34	14.93	-0.002	-0.005	0.007
Si	4.788	10.092	13.513	0.009	-0.002	0.005
Si	11.788	7.628	13.538	0.004	-0.007	0.001
Si	3.514	4.344	13.502	-0.02	0.006	-0.007
Si	7.721	11.109	17.897	-0.003	-0.001	0.003
Si	0.259	3.999	20.132	-0.001	-0.002	-0.001
Si	9.967	6.954	19.911	0	0.005	-0.001
Si	3.82	10.781	21.462	-0.005	-0.011	-0.014
Si	4.671	0.827	21.947	0.001	0.006	-0.01
Si	9.118	-1.716	22.334	-0.003	-0.002	-0.009
O	12.895	4.571	18.167	0	-0.003	0.002
O	12.14	4.028	20.681	-0.001	0.001	0.002
O	14.525	7.304	15.883	0.001	0.004	-0.004
O	12.437	3.42	14.414	0.006	-0.012	-0.003
O	12.579	11.215	15.965	0.002	0.001	-0.006
O	8.11	9.538	18.155	-0.003	0.003	0
O	4.763	9.487	21.816	-0.006	0.013	0.004
O	11.734	8.807	14.7	0.001	0.008	0.003
O	15.261	5.066	16.927	-0.002	-0.01	-0.002
O	2.282	10.284	21.543	0.01	0.003	0.004
O	14.977	2.761	14.087	0	-0.002	-0.008
O	10.599	3.232	18.603	-0.001	-0.001	0
O	5.793	10.165	14.776	-0.009	-0.004	-0.016
O	4.022	8.648	13.608	0.006	0.005	-0.019
O	5.612	0.491	20.622	0.001	-0.004	0.003
O	10.439	9.746	16.787	-0.002	0	-0.004
O	8.697	2.315	16.989	-0.011	0.004	-0.014
O	14.16	11.232	24.084	-0.001	0.004	0.006
O	9.844	-1.057	23.632	0.003	0.002	0.005
O	16.353	8.063	20.803	0	-0.002	0.005
O	12.887	8.873	17.155	0.006	-0.002	-0.002
O	0.197	12.84	19.517	0	0	0.002
O	4.077	12.155	22.378	-0.001	-0.002	0.009
O	4.151	11.193	19.922	0.001	0.002	0.007
O	14.639	-0.125	21.942	0.002	-0.004	-0.003
O	15.451	5.421	14.29	0.004	-0.005	-0.006
O	12.912	2.819	22.884	-0.003	-0.001	0.001
O	3.683	7.936	23.679	0.009	0	-0.005
O	5.264	6.769	21.941	0.001	-0.008	0.006
O	10.059	4.2	13.604	0.014	0.001	-0.013
O	1.933	6.808	18.697	-0.002	-0.001	0.001
O	6.662	4.811	20.874	-0.008	0.005	0.01
O	13.013	1.634	20.258	-0.003	-0.002	0.003
O	8.386	6.165	14.375	0.001	-0.003	-0.004
O	10.866	5.786	19.267	0.002	-0.004	0.001
O	14.841	7.673	18.587	0.002	0.001	-0.002
O	4.091	6.74	17.146	0	0	-0.004
O	6.246	8.475	23.732	-0.005	0.001	0
O	5.415	4.498	16.583	-0.001	0.001	-0.003
O	10.09	9.863	21.867	0	0.003	0.006
O	0.091	5.624	20.14	0.001	0	0.002
O	2.322	3.762	22.982	0.003	0.003	0
O	8.919	-0.773	18.455	0.001	0.002	0.003
O	1.989	3.806	13.767	0.003	0.01	-0.023
O	3.767	11.328	13.687	0.002	-0.008	0.002
O	1.869	10.631	15.369	-0.003	-0.006	0.001
O	10.227	8.258	18.977	-0.001	-0.003	0.002
O	4.276	0.478	18.332	0.004	-0.006	0.003
O	1.348	11.569	24.25	-0.009	0.002	0.015
O	8.784	12.171	21.141	0.004	0.009	-0.01
O	6.354	11.619	18.606	-0.008	0.003	0.003
O	-0.731	3.411	21.272	0.005	0.003	-0.001
O	-0.258	3.31	18.753	-0.002	0.001	0.001
O	8.02	11.262	13.75	-0.001	0.002	-0.008
O	3.465	-0.08	15.895	0.001	0.005	0
O	1.78	3.521	20.373	-0.003	0.002	0.002
O	7.992	8.814	14.837	-0.002	0.001	-0.004
O	8.077	4.104	18.8	0.003	-0.005	0
O	5.636	4.352	23.246	0.001	0.003	0.001
O	4.524	3.398	14.356	-0.004	0	-0.007
O	4.052	4.515	21.15	0.001	0.002	0.006
O	9.022	7.417	16.737	-0.002	0.002	-0.001
O	14.855	12.501	16.934	0.002	-0.001	-0.003
O	13.23	0.851	15.139	0	-0.004	-0.006
O	10.421	12.324	13.716	-0.014	-0.01	-0.016
O	8.701	1.614	19.581	0	-0.003	0.001
O	15.425	9.551	16.804	0.004	-0.003	-0.006
O	1.665	6.657	16.027	0.005	0.003	-0.003
O	11.732	13.555	11.971	-0.006	-0.023	0.019
O	8.424	0.908	14.836	-0.014	0.031	0.015
O	6.216	2.018	15.95	0.006	0.003	-0.01
O	7.702	2.782	23.835	-0.009	0.003	0.014
O	13.24	11.853	19.829	-0.001	0	0.002
O	12.483	0.471	17.751	-0.001	0	0.001
O	10.032	1.543	23.712	0.006	-0.005	0.006
O	11.475	8.176	23.608	-0.007	0.005	-0.006
O	7.846	3.579	14.76	0.003	-0.046	0.013
O	3.716	2.46	16.707	-0.001	-0.004	-0.004
O	17.023	11.254	17.932	-0.001	-0.003	-0.003
O	1.673	1.389	23.844	-0.003	0.001	0.012
O	8.846	8.205	23.5	0.002	0	0.005
O	6.473	6.909	16.032	-0.002	-0.001	-0.003
O	6.218	6.025	18.542	0	0.002	0.001
O	1.694	13.834	17.568	0.001	-0.001	-0.003
O	-0.103	3.433	24.05	0.008	-0.006	0.008
O	11.824	6.08	14.113	-0.003	-0.007	-0.01
O	5.437	1.609	23.18	-0.003	-0.001	0.003
O	3.749	5.931	13.904	-0.004	-0.014	-0.013
O	7.71	10.521	22.929	0.002	0.003	0.006
O	8.398	6.536	19.886	0.005	0.001	0.005
O	14.246	1.065	24.247	0	-0.003	0.006
O	10.386	7.263	21.447	-0.002	-0.004	-0.005
O	3.496	1.858	21.453	0	0	0.006
O	0.362	9.381	23.085	0.002	-0.003	0.001
O	10.896	0.179	19.883	0.002	-0.001	0
O	12.184	12.756	23.059	0.005	-0.002	0.004
O	13.939	15.64	16.53	0.001	0.001	0.001
O	2.553	8.885	17.217	-0.004	0.003	-0.004
O	7.63	11.208	16.283	-0.002	-0.001	0.002
O	-0.209	10.424	20.677	-0.002	0.003	0.002

Results
free energy: -248725.486 eV
free energy less fixed offsets of O -568.88, Si -635.61 eV per atom: -10.026 eV

The program warned: the cutoff lies below the one the program advises for these potential files; the forces do not sum to zero within the program's tolerance; the exchange-correlation potential is rough where the density is thin.
